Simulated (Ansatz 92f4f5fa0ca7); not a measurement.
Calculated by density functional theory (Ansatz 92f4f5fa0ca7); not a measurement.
Periodic cell of 444 atoms, Si256O116H72, with a vacuum gap, from a study of silicon, its oxide and their interface. The atomic structure is a simulated model.

Settings
functional: r2SCAN
potential files: Ansatz PAW
basis: plane waves
wave-function cutoff: 800 eV
density cutoff ratio: 5
exchange-correlation grid ratio: 1
k mesh: 1 x 1 x 1, Gamma-centred
self-consistency stop: 2e-11 eV per atom in the density residual
occupations: fixed
spin: none
net charge: 0
applied field: sawtooth along c, amplitude -0.015 V/angstrom in the program's sign convention, ramp centred at 0.9866 of c and 0.0268 of c wide, no dipole correction

Cell vectors (angstrom)
a	16.3305	0	0
b	0	16.3305	0
c	0	0	37.3013

Atoms and the computed forces on them: element, x, y, z (angstrom), force x, y, z (eV/angstrom)
Si	-0.5428	0.5015	23.577	0.0045	-0.0013	-0.0214
Si	2.7506	2.5591	23.5759	-0.0015	0.004	-0.0219
Si	-0.3005	5.729	23.9161	0.0139	-0.001	-0.0179
Si	2.4828	8.3016	23.5442	-0.0017	-0.0092	-0.0169
Si	0.2052	10.5295	23.3485	-0.0041	-0.0042	-0.0197
Si	2.7427	13.7163	23.3521	0	0.0098	-0.0305
Si	5.1727	0.4914	23.4776	-0.001	0.0073	-0.0275
Si	7.6924	3.0356	23.4996	-0.0189	-0.006	-0.0223
Si	5.4614	5.2568	23.6869	-0.0083	0.0003	-0.014
Si	8.249	8.1081	23.961	-0.0012	-0.0025	-0.0011
Si	6.2198	10.4264	23.4725	0.0108	0.0083	-0.0185
Si	8.4926	13.1017	23.8191	-0.0037	0.0035	-0.0163
Si	10.9402	-0.53	23.4546	-0.0098	-0.0202	-0.0188
Si	13.4662	2.5723	23.804	-0.002	0.0021	-0.017
Si	10.5291	6.0158	23.7296	0.0139	0.0046	-0.0179
Si	13.7557	7.866	23.7812	0.0015	0.0028	-0.0211
Si	10.7047	10.9234	23.7854	0.0032	0.0024	-0.0131
Si	13.3645	13.7923	23.6142	0.0006	-0.0042	-0.0161
Si	1.212	1.3956	24.8894	-0.0013	-0.0014	-0.0065
Si	3.9437	4.0669	24.9815	0.004	0.0026	-0.0063
Si	1.3409	6.8836	25.0823	-0.0084	-0.0025	-0.004
Si	4.227	9.5029	24.6273	-0.001	-0.003	0.0049
Si	1.368	12.2295	24.6102	0.0038	-0.001	0.0007
Si	4.1678	15.0009	24.7058	-0.0035	0.0027	0.0047
Si	6.7105	1.4675	24.9595	-0.0021	0.0064	-0.0019
Si	9.4346	4.1406	24.7197	0.0004	0.0078	0.0058
Si	6.7101	6.7479	25.0248	0.0047	0.0007	-0.0074
Si	9.5639	9.5108	25.2489	-0.0073	-0.0026	-0.01
Si	6.9094	12.0157	25.0886	0.0074	0.0043	-0.0004
Si	9.4895	14.8465	24.9874	0.0035	-0.0021	-0.0006
Si	11.9946	1.1867	24.8845	0.0132	0.0035	-0.0083
Si	14.7929	4.0974	25.0438	-0.0076	-0.0043	-0.0043
Si	12.1525	6.8847	25.1739	-0.0093	-0.007	-0.0014
Si	14.966	9.5588	24.867	-0.002	-0.0078	0.0017
Si	12.2595	12.2177	24.9659	-0.0019	0.0052	-0.0066
Si	14.8935	15.0396	24.8611	-0.0009	0.005	-0.0082
Si	-0.0762	2.757	26.3238	0.0102	-0.0017	0.0041
Si	2.6967	-0.0263	26.1394	-0.0095	0.0109	0.0073
Si	-0.0374	8.2567	26.3534	0.0067	-0.0028	-0.0004
Si	2.6657	5.4572	26.3611	0.006	-0.0037	-0.0049
Si	0.0277	13.61	26.0827	-0.0162	0.015	0.0068
Si	2.7914	10.8999	26.0305	-0.0058	0.0019	0.0149
Si	5.3593	2.7585	26.3656	-0.0029	-0.0028	-0.0036
Si	8.1124	0.0115	26.2147	-0.0002	-0.0017	0.0035
Si	5.3774	8.191	26.2678	0.0064	-0.0154	0.0066
Si	8.1272	5.3801	26.2964	-0.0099	0.0107	0.0076
Si	5.4692	13.5918	26.1453	0.0021	-0.0048	0.0095
Si	8.2025	10.8325	26.5753	0	0.0093	-0.0078
Si	10.7529	2.7309	26.1616	0.0086	-0.0026	0.0129
Si	13.4872	-0.037	26.291	0.0037	-0.0029	0.0021
Si	10.9248	8.2188	26.5754	0.0042	0.0052	-0.005
Si	13.4989	5.4415	26.431	0.0072	0.0026	0.0025
Si	10.8983	13.5663	26.3756	-0.0089	0.0016	-0.0038
Si	13.6524	10.8968	26.2884	-0.0057	0.0004	0.0017
Si	1.3027	4.0837	27.6921	0.001	0.0035	0.0157
Si	4.0061	1.3224	27.6145	0.0088	-0.0044	0.0175
Si	1.4272	9.606	27.5718	-0.0094	-0.0207	0.0172
Si	4.0555	6.8253	27.6718	-0.0006	0.0033	0.0102
Si	1.3597	14.9415	27.5237	0.013	0.0082	0.0269
Si	4.0644	12.2592	27.506	0.0067	0.0028	0.0256
Si	6.7698	4.0825	27.7039	0	-0.0032	0.0188
Si	9.4622	1.3832	27.5995	-0.0144	-0.0131	0.0305
Si	6.7444	9.4587	27.7297	-0.0007	-0.0053	0.0157
Si	9.4899	6.7423	27.7069	0.003	-0.0153	0.0182
Si	6.7816	14.9563	27.5733	0.0021	0.0037	0.0295
Si	9.5596	12.2693	27.7983	0.0103	0.0018	0.0096
Si	12.1431	4.0066	27.6591	-0.0034	-0.0025	0.0165
Si	14.8935	1.343	27.6245	-0.0036	0.0045	0.0237
Si	12.3254	9.6046	27.7755	-0.0075	0.0031	0.0116
Si	14.9407	6.8335	27.6903	-0.0038	-0.0052	0.0152
Si	12.2294	14.9499	27.7206	-0.0106	-0.0071	0.0184
Si	15.0279	12.2949	27.5719	-0.0001	-0.0217	0.0227
Si	-0.0123	-0.0249	28.9253	0.0264	-0.0213	0.2045
Si	2.6799	2.692	29.0053	-0.0001	-0.0039	0.1912
Si	-0.0389	5.4502	29.0428	-0.0018	-0.0074	0.2048
Si	2.693	8.1966	29.004	-0.0052	0.0086	0.2007
Si	0.0522	10.9324	28.9573	-0.0282	0.0058	0.2018
Si	2.7152	13.6014	28.9177	0.0015	0.0015	0.1962
Si	5.4139	-0.024	28.9592	-0.0207	0.0314	0.1817
Si	8.1344	2.7052	29.03	-0.002	0.011	0.2075
Si	5.4214	5.4617	29.0395	-0.0271	-0.0057	0.2143
Si	8.125	8.1005	29.0497	-0.0253	0.0457	0.246
Si	5.3974	10.9181	28.9627	-0.0145	0.0249	0.2201
Si	8.1436	13.6734	29.0243	0.0206	-0.0246	0.21
Si	10.8558	0.0461	29.0025	0.0254	-0.016	0.2018
Si	13.5591	2.6927	29.0184	0.0228	-0.0127	0.2179
Si	10.8518	5.3856	29.0568	-0.0235	0.0457	0.2228
Si	13.6277	8.1739	29.0806	0.0056	-0.0005	0.2103
Si	10.9349	10.9216	29.1178	-0.0149	0.0013	0.2221
Si	13.6562	13.6028	29.0062	0.0037	0.0353	0.2208
Si	1.3242	1.3254	30.3484	0.0332	0.0567	0.1407
Si	4.0594	4.0506	30.3629	-0.0264	0.0808	0.1874
Si	1.3468	6.7997	30.3802	-0.0743	0.1382	0.2078
Si	4.0792	9.5499	30.3487	-0.1859	0.0676	0.2978
Si	1.3803	12.2777	30.3416	-0.0214	-0.0021	0.1964
Si	4.06	14.9534	30.3218	0.0509	-0.0034	0.1072
Si	6.7789	1.3349	30.3554	-0.0997	-0.0065	0.1831
Si	9.5114	4.0396	30.4248	-0.0875	0.0348	0.284
Si	6.7922	6.7707	30.425	-0.0524	0.0376	0.5218
Si	9.5212	9.4932	30.3493	0.0679	0.0803	0.4463
Si	6.7739	12.2753	30.3288	-0.0252	0.0349	0.2734
Si	9.5014	15.0385	30.3829	-0.0605	-0.0367	0.2609
Si	12.2297	1.3607	30.4172	-0.0428	-0.0243	0.1686
Si	14.9365	4.0561	30.3794	-0.0495	0.1425	0.1791
Si	12.2485	6.7717	30.3857	-0.0472	0.0556	0.2757
Si	15.028	9.5406	30.352	0.0092	0.0142	0.2679
Si	12.3112	12.2827	30.4222	-0.0706	-0.1144	0.4814
Si	14.9937	14.9868	30.3567	0.0348	-0.1243	0.1808
Si	-0.0127	2.6903	6.9361	0.1245	0.0088	-0.1107
Si	2.7143	-0.0118	6.9112	0.0376	0.0659	-0.1112
Si	-0.0216	8.1387	6.9392	0.004	-0.0855	-0.3241
Si	2.7082	5.4078	6.9341	0.1016	-0.0708	-0.1775
Si	0.0294	13.6406	6.9109	-0.0893	-0.0306	-0.2869
Si	2.7348	10.9064	6.9012	0.056	-0.0973	-0.3711
Si	5.438	2.6939	6.9244	0.078	-0.0559	-0.2013
Si	8.1664	0.0621	6.9734	0.0054	-0.0218	-0.1628
Si	5.4444	8.1797	6.917	0.0921	-0.1778	-0.3673
Si	8.1672	5.419	6.966	0.0401	0.0376	-0.3984
Si	5.431	13.6305	6.9086	0.0673	0.0436	-0.2447
Si	8.1622	10.8979	6.8498	0.1062	0.0055	-0.4348
Si	10.8927	2.7201	7.0136	0.0261	0.0131	-0.1096
Si	13.6349	0.009	6.95	-0.0222	0.0352	-0.1212
Si	10.8785	8.144	6.9116	0.0652	0.0656	-0.4255
Si	13.6023	5.4078	6.9609	0.0954	-0.0413	-0.2466
Si	10.9108	13.6803	6.9024	-0.0832	-0.1164	-0.3993
Si	13.6692	10.8783	6.9297	-0.0892	-0.0356	-0.4011
Si	1.3634	4.022	8.3249	0.0019	-0.0094	-0.1889
Si	4.0874	1.3333	8.296	-0.0039	-0.0045	-0.1954
Si	1.3764	9.5053	8.209	0.0119	-0.0059	-0.2167
Si	4.1062	6.7737	8.2513	0.0288	-0.0361	-0.2078
Si	1.3787	14.9745	8.3084	-0.0115	0.0231	-0.2092
Si	4.0882	12.2677	8.2801	0.0029	-0.002	-0.2222
Si	6.8187	4.0398	8.2894	-0.0051	-0.0104	-0.2251
Si	9.5373	1.3919	8.405	0.0042	-0.0206	-0.1851
Si	6.8309	9.5534	8.2399	0.0235	-0.0353	-0.2433
Si	9.5428	6.8003	8.2984	0.0038	-0.0226	-0.2265
Si	6.7962	15.0056	8.2682	-0.0047	0.0033	-0.1839
Si	9.5536	12.2542	8.1765	0.011	-0.0007	-0.2216
Si	12.2604	4.0904	8.378	0.0024	-0.0249	-0.1877
Si	14.9918	1.3559	8.3533	-0.0126	-0.0076	-0.1995
Si	12.2673	9.5001	8.2399	-0.0084	0.0051	-0.2036
Si	14.9682	6.7392	8.3333	0.0304	-0.0231	-0.1863
Si	12.2442	15.0193	8.3107	0.0063	0.0254	-0.2265
Si	15.0077	12.2734	8.2593	-0.0232	0.039	-0.2181
Si	0.0502	-0.0075	9.7152	-0.0091	0.0013	-0.0172
Si	2.7733	2.6893	9.7039	-0.0007	0.0095	-0.018
Si	0.0054	5.3526	9.7264	-0.0017	0.0094	-0.019
Si	2.6918	8.1064	9.5503	0.0042	0.0108	-0.0152
Si	0.0767	10.9018	9.5458	-0.0116	-0.0161	-0.0157
Si	2.7515	13.6293	9.6732	-0.0033	-0.007	-0.024
Si	5.4486	-0.0032	9.6917	0.0103	0.0003	-0.0251
Si	8.1707	2.7864	9.7525	0.0003	-0.0039	-0.0258
Si	5.501	5.4333	9.6133	-0.0133	0.0115	-0.0081
Si	8.2275	8.2378	9.6056	0.0026	0.0037	-0.0152
Si	5.4581	10.8826	9.5982	0.0012	0.0095	-0.0182
Si	8.2077	13.6151	9.5113	0.0038	-0.0018	-0.0126
Si	10.93	0.0305	9.7638	-0.0216	-0.0138	-0.024
Si	13.6382	2.722	9.7354	0.0028	0.0123	-0.0204
Si	10.8763	5.4714	9.7163	0.0129	0.0061	-0.022
Si	13.5389	8.0921	9.6326	0.018	0.0303	-0.0221
Si	10.9415	10.9369	9.5494	-0.0164	-0.0079	-0.0137
Si	13.5998	13.6109	9.6028	0.0148	-0.0011	-0.0174
Si	1.4893	1.2801	11.1209	-0.0019	0.0072	-0.0037
Si	4.1745	4.0979	11.0231	0.0065	-0.0089	0.0011
Si	1.4366	6.7273	10.994	-0.0109	0.0013	-0.0064
Si	4.0284	9.4732	10.8549	-0.0016	-0.0052	-0.0004
Si	1.4172	12.2088	10.9833	-0.0036	0.0097	-0.01
Si	4.132	14.9395	11.0934	0.0037	0.0103	-0.0102
Si	6.8071	1.3782	11.0497	-0.0039	-0.0036	-0.0012
Si	9.5013	4.2111	11.1453	0.0001	-0.0033	-0.0069
Si	6.872	6.8549	10.9051	-0.008	-0.0032	-0.007
Si	9.6315	9.6184	10.9417	0.0015	0.0104	-0.0018
Si	6.8638	12.2942	10.8673	0.0086	0.005	-0.0025
Si	9.5448	14.8656	10.9685	-0.013	0.0023	-0.0003
Si	12.2892	1.4419	11.1678	0.017	-0.0131	-0.0136
Si	14.9917	4.0095	11.1811	0.0058	-0.0041	-0.0099
Si	12.1694	6.8148	11.1482	0.0038	-0.0055	-0.0071
Si	14.9968	9.5074	10.7516	0.0014	-0.0106	0.0167
Si	12.2624	12.2559	10.984	-0.0031	-0.0044	-0.0094
Si	14.9291	14.9394	10.9738	-0.002	0.0016	-0.0053
Si	0.1219	2.6131	12.5106	-0.0021	-0.0028	0.0074
Si	2.8647	-0.0962	12.6024	-0.0118	-0.0054	0.0072
Si	-0.0411	8.1387	12.1013	0.0084	0.0108	0.0063
Si	2.8631	5.47	12.4366	0.0023	0	0.0037
Si	-0.0641	13.517	12.262	0.002	0.0029	0.0048
Si	2.7974	10.802	12.3202	0.0002	0.0008	0.0063
Si	5.5443	2.7859	12.461	-0.0014	0.0001	0
Si	8.1458	-0.1003	12.2658	0.0081	0.0013	0.0044
Si	5.3857	8.1249	12.1561	0.0107	0.0069	0.0104
Si	8.2511	5.7708	12.4742	-0.0104	-0.0052	-0.0028
Si	5.525	13.5149	12.3451	-0.0019	-0.0121	0.0032
Si	8.2407	10.9883	12.2145	-0.0111	-0.0086	0.0096
Si	10.8145	2.822	12.5222	-0.0055	-0.0067	0.0047
Si	13.6821	-0.0317	12.4512	0.0002	0.0025	0.0042
Si	10.8727	8.3676	12.5117	0.0002	0.0011	0.006
Si	13.5284	5.3866	12.5007	0.0062	0.0062	0.0042
Si	10.9095	13.5486	12.4329	-0.0003	0.0088	0.0052
Si	13.6864	10.8145	12.1465	0.0083	0.0052	0.0067
Si	1.7589	3.8514	13.7086	0.0012	-0.0032	-0.0166
Si	4.0049	1.6488	13.8746	0.0001	0.0109	-0.0259
Si	1.0939	9.6381	13.4338	-0.0133	-0.0073	-0.0176
Si	4.5011	6.632	13.7576	-0.0028	-0.0072	-0.0227
Si	1.2361	14.8011	13.652	-0.0009	0.0062	-0.0098
Si	4.553	11.778	13.5967	0.0032	0.0039	-0.0183
Si	6.7662	4.4734	13.6524	-0.0094	-0.003	-0.0095
Si	9.6976	1.0229	13.559	-0.0054	-0.0073	-0.0075
Si	6.7077	9.6306	13.2534	-0.0007	0.0056	-0.0103
Si	9.0479	7.6984	13.8779	-0.0026	0.0051	-0.0269
Si	7.0267	14.7191	13.6931	0.0109	0	-0.0253
Si	9.2753	12.4415	13.7721	-0.0064	0.0079	-0.0267
Si	12.1566	4.1093	14.0118	0.0078	-0.0034	-0.0128
Si	15.4844	0.8052	13.7575	0.003	0.0011	-0.0149
Si	12.6791	9.3928	13.6797	0.0026	-0.0045	-0.0209
Si	14.7767	7.0751	13.5068	0.0022	-0.0028	-0.0183
Si	12.0073	15.211	13.6985	-0.0029	0.0002	-0.0191
Si	15.186	11.8625	13.5618	0.0022	-0.0048	-0.0178
Si	-7.0053	-3.3848	16.6534	-0.0002	0.0065	-0.035
Si	43.0464	-23.3002	19.4419	-0.0111	0.0007	-0.01
Si	-1.6344	13.5518	20.8307	-0.0044	0.0081	-0.0447
Si	10.4187	21.0256	19.3775	-0.007	0.0001	-0.0444
Si	24.935	23.4364	19.2994	-0.0004	-0.0019	-0.0334
Si	-3.3918	15.5344	19.0903	-0.0012	0.0058	-0.0463
Si	8.191	0.0704	18.8137	0.002	-0.0005	-0.0478
Si	-34.0663	-5.5736	20.583	-0.009	-0.0093	-0.0644
Si	2.5538	-3.6926	15.6717	0.0026	-0.0063	-0.0211
Si	0.7675	-1.0798	21.4968	0.0007	-0.0012	-0.0506
Si	-3.0425	18.5124	18.4931	-0.0001	0.0014	-0.0361
Si	12.4127	20.8559	21.7578	0.0081	-0.0021	-0.056
Si	6.9814	-3.7396	21.3916	0.0039	0.0087	-0.0526
Si	10.2427	-1.2975	20.5438	0.0017	-0.0143	-0.0541
Si	12.3491	-6.9645	21.5461	-0.0018	0.0075	-0.0503
Si	20.1704	-2.2635	17.9897	0.0008	-0.0035	-0.0466
Si	20.6215	-11.6584	17.6592	-0.0006	0.0015	-0.0289
Si	-4.3771	22.0065	16.7372	0.0033	0.0013	-0.0245
Si	37.0061	-13.977	19.3533	-0.0023	0.0054	-0.0456
Si	-6.7884	28.5697	19.7152	0.0068	-0.0029	-0.0458
Si	-14.6592	9.5799	16.2807	0.0021	0.0002	-0.0225
Si	5.3262	2.1771	16.5597	0.0102	0.0023	-0.0318
Si	3.6101	6.3908	21.3403	0.004	-0.0036	-0.0579
Si	14.8112	6.229	17.7804	0.0033	-0.006	-0.0447
Si	-9.6371	14.6248	16.71	0.0031	-0.0028	-0.0304
Si	10.0756	-13.9768	18.0272	-0.0043	0.0023	-0.0258
Si	-10.7585	6.8044	18.9231	0.0061	-0.0006	-0.0463
Si	16.1804	5.1954	15.5231	0.002	-0.001	-0.0267
Si	-1.4844	20.6929	20.2154	-0.0045	-0.0014	-0.0532
Si	-2.9277	-21.405	15.9583	0.0049	0.0078	-0.0212
Si	-17.4542	9.3766	17.8289	0.0034	-0.0031	-0.0433
Si	-18.3864	2.7126	15.5976	0.0112	-0.0025	-0.0166
Si	20.1732	23.787	16.7386	-0.0058	0.0034	-0.0184
Si	-6.2128	7.9231	16.9077	0.0033	-0.0069	-0.0318
Si	6.6563	-14.7342	21.1125	-0.0083	0.0032	-0.0599
Si	8.2344	35.3215	15.724	-0.0064	-0.0036	-0.0295
Si	3.0121	16.1234	19.8029	0.0068	0.0086	-0.039
Si	4.2734	-2.5915	20.806	0.0022	0.0086	-0.0552
Si	-4.251	13.9651	16.4859	-0.0057	-0.0021	-0.0369
Si	17.6184	4.3902	21.5101	-0.0064	0.0037	-0.0447
O	-4.7904	5.6542	22.4991	-0.0191	0.0096	0.0331
O	13.5414	-10.7404	16.9917	0.0008	0.003	0.0132
O	-4.8268	15.7032	19.7988	-0.0089	-0.0044	0.024
O	3.9662	15.3357	20.863	0.0068	-0.0096	0.0223
O	7.3394	17.3095	19.8095	-0.0096	0.0092	0.0366
O	7.8009	13.4591	16.6889	0.0015	0.0002	0.0043
O	-5.8739	-2.2168	16.5225	-0.0067	-0.0049	0.013
O	7.019	7.0903	19.5534	0.002	0.002	0.0136
O	-9.3892	18.498	16.5479	0.0011	-0.002	0.0105
O	5.303	14.0603	17.3099	-0.007	0.0032	0.0227
O	3.8952	17.8007	23.138	0.0031	-0.0047	0.0046
O	-20.1837	12.3969	16.6368	-0.0025	0.0001	0.0131
O	5.6084	5.5019	14.209	0.0001	0.0034	0.0061
O	10.153	-0.5526	21.9972	0.01	0.0183	0.0492
O	9.6409	7.9049	15.3811	0.0023	-0.0021	0.0126
O	-10.8582	2.5615	20.51	0.0166	-0.0071	0.035
O	7.2824	9.1923	23.1357	-0.0063	0.0031	0.0109
O	7.2362	15.7973	17.6737	0.007	0.0061	0.0254
O	3.743	13.208	19.3719	0.0027	-0.002	0.0345
O	5.1521	7.7682	17.6713	0.0068	-0.0018	0.0211
O	1.6494	13.6396	14.756	0.0059	-0.0039	0.0108
O	16.2117	-18.6911	21.1526	0.0043	0.0014	0.0184
O	12.6037	-1.748	15.0839	0.0012	-0.0036	0.0201
O	9.5582	-12.9949	19.2078	0.0006	0.0049	0.0164
O	9.3789	7.1129	23.2156	0.0038	-0.0088	0.0043
O	6.0092	16.7658	22.0622	-0.0111	-0.0096	0.0406
O	16.5333	-0.3752	14.2131	0.0002	-0.0023	0.0048
O	2.929	7.6229	22.1299	-0.0091	0.0167	0.037
O	14.8321	22.0052	19.2797	-0.0004	-0.0133	0.0257
O	19.8935	13.0275	22.0852	-0.0162	-0.0059	0.0439
O	-0.3671	27.121	21.8351	0.0167	0.0004	0.051
O	-7.6058	1.4466	14.7927	-0.0053	0.0116	0.0193
O	-11.9247	-9.4038	20.0413	-0.0161	-0.0046	0.0344
O	-2.3431	4.8514	21.5143	-0.0107	0.002	0.0208
O	22.183	-2.8066	20.7543	0.0081	-0.0073	0.0292
O	-23.1404	3.0127	16.6431	0.0061	-0.0001	0.0141
O	-1.6645	17.9651	23.2129	-0.0056	0.0021	0.0092
O	11.1046	5.0017	17.9362	-0.0069	-0.0015	0.0198
O	0.0419	10.7971	13.9003	0.001	0.0037	0.0108
O	-1.8708	12.0727	15.0187	-0.0043	0.0016	0.0079
O	-6.933	17.2356	18.1422	-0.0018	-0.0023	0.0188
O	-6.7154	12.0309	23.2553	0.0016	-0.0002	0.0146
O	2.0102	11.1535	16.0313	-0.001	-0.0006	0.0061
O	0.0729	3.95	20.5071	0.0159	0.0019	0.0175
O	-8.5326	18.6894	21.9982	0.0153	0.0128	0.0373
O	-1.5221	-4.1023	19.9244	-0.0002	0.0021	0.0169
O	19.1204	-7.6721	17.0238	0.0019	-0.0014	0.0104
O	-2.3029	2.6699	17.1615	-0.0096	-0.004	0.0227
O	7.6911	8.607	14.0897	0.0086	-0.0084	0.0058
O	4.9497	17.9582	18.0287	-0.0046	0.0008	0.0216
O	13.6037	16.9821	18.8671	-0.001	-0.0064	0.0127
O	5.6383	5.3017	18.3151	0.0013	0.0064	0.0079
O	4.7204	20.022	16.4401	-0.0011	0.0028	0.0111
O	3.371	-10.3989	17.1804	0.0031	-0.0038	0.0123
O	16.2053	0.125	22.0504	-0.0057	0.0056	0.0323
O	13.463	-5.8872	21.1603	-0.0054	-0.0059	0.027
O	14.9851	1.3312	15.2127	-0.0065	0.0045	0.0081
O	10.8735	0.0083	14.1009	0.0015	-0.0003	0.0046
O	25.8656	11.9685	15.3435	0.004	0.002	0.0079
O	12.4571	-6.0519	15.0484	-0.0002	0.0036	0.0103
O	14.7329	7.8326	17.7343	0.0003	-0.0011	0.006
O	16.8643	21.5606	22.6368	-0.0108	0.0083	0.0309
O	8.2441	13.681	13.982	0.0009	-0.0004	0.0049
O	9.5658	-20.3645	18.1029	-0.0018	-0.0007	0.0295
O	2.7378	-19.2411	17.0454	0.007	0.0073	0.022
O	17.8512	-7.4379	14.8209	0.0055	0.0034	0.0121
O	5.6768	10.6532	14.0636	-0.0114	0.0068	0.0049
O	11.5717	7.2316	16.8235	-0.0023	0.0008	0.0116
O	4.1308	7.4172	15.1438	-0.0008	0.0023	0.0203
O	7.7314	3.9388	14.8717	0.0053	-0.0027	0.0144
O	19.7215	-0.7406	18.325	-0.0035	0.0055	0.0256
O	-2.4079	14.7097	20.0524	0.0093	-0.013	0.0208
O	18.7723	5.3521	20.8863	-0.0031	0	0.0151
O	30.4819	-5.969	17.085	0.0052	-0.006	0.0194
O	22.8101	-1.1721	15.1821	-0.0027	-0.0016	0.0172
O	9.4252	5.8492	19.921	0.0005	0	0.0175
O	8.0184	-20.5192	20.2456	-0.0148	0.0041	0.0214
O	6.2421	11.3084	22.0816	-0.0054	-0.0198	0.0295
O	-7.2046	8.4829	19.9559	0.0014	0.0047	0.0135
O	-4.64	18.5879	18.1753	0.0009	-0.0009	0.0122
O	1.7684	14.8572	22.7009	0.014	-0.0131	0.0287
O	-4.6254	8.7651	20.1801	0.0131	0.003	0.0316
O	14.9365	6.8145	23.3985	-0.0059	0.0018	0.0083
O	-5.0684	10.0669	22.5196	-0.0121	0.0112	0.0362
O	2.0524	3.1344	22.2026	0.0085	-0.0101	0.0379
O	0.3234	9.5204	17.1448	-0.0107	0.0008	0.0141
O	1.3739	25.7481	23.117	0.002	0.0032	0.0076
O	1.4925	-0.59	20.1533	-0.0136	-0.006	0.0297
O	-2.3547	-3.1535	22.2348	-0.0072	0.0021	0.0417
O	10.3951	-7.0641	17.8045	0.0019	0.0066	0.0318
O	-13.1358	1.3791	19.9218	-0.0022	-0.006	0.0221
O	6.609	20.5467	23.1981	0.0102	-0.0054	0.0164
O	3.997	12.4517	14.9696	-0.0047	-0.0008	0.0098
O	-3.2652	8.1724	22.3412	0.0053	-0.0104	0.0344
O	12.23	-17.8003	23.1243	-0.0014	0.0079	0.0057
O	2.805	19.037	14.2238	0.0019	-0.001	0.0052
O	8.8786	15.2426	19.7004	0.0084	-0.005	0.0218
O	10.3757	13.4059	20.4982	-0.0011	0.0018	0.0269
O	12.922	2.8474	14.7258	-0.0005	0.0056	0.0027
O	-2.3373	-13.22	19.6216	0.0072	0.0073	0.0253
O	-20.1968	3.1676	22.6399	0.0044	-0.0112	0.0309
O	-1.1605	-12.3479	15.1979	-0.0015	-0.0003	-0.0016
O	1.2961	20.9974	15.0618	-0.0031	-0.0005	0.007
O	-0.6303	6.5047	14.719	-0.0013	-0.0033	0.0105
O	26.6252	10.8529	20.005	0.0018	0.0019	0.0172
O	-0.1813	-10.6989	17.0722	-0.0064	0.0047	0.0134
O	4.7084	1.3093	15.3299	-0.0005	-0.0003	0.0105
O	11.6337	4.354	20.3673	0.0151	0.0007	0.0392
O	4.7108	5.7415	22.3282	0.0133	-0.0047	0.0357
O	19.9904	3.7382	18.839	-0.0006	-0.0076	0.0238
O	7.7275	-2.7658	22.4531	0.0103	-0.0002	0.0333
O	-2.609	-8.1441	14.1073	-0.0046	0.0039	0.004
O	11.6094	21.371	15.2701	-0.0037	0.0029	0.0076
O	-0.9873	9.7412	19.4042	-0.0026	0.0129	0.0374
O	8.9633	7.1053	17.7134	-0.0026	-0.0007	0.0118
O	12.7648	14.7843	17.6809	0.0037	0.0101	0.0331
H	0.511	2.1557	31.2809	0.204	-0.3531	-0.2699
H	2.1618	0.5197	31.2809	-0.3465	0.2276	-0.2523
H	4.8878	3.2354	31.2953	-0.2831	0.2942	-0.2582
H	3.2394	4.8742	31.2953	0.2326	-0.3136	-0.2407
H	2.1595	5.9688	31.3127	-0.1822	0.3142	-0.2866
H	0.5161	7.6125	31.3127	0.3405	-0.3336	-0.2034
H	3.2611	10.3754	31.2811	0.2836	-0.3481	-0.1965
H	4.8995	8.7266	31.2811	-0.1786	0.2812	-0.3155
H	2.197	11.4508	31.274	-0.2579	0.3171	-0.2719
H	0.5621	13.1031	31.274	0.3288	-0.2511	-0.2708
H	4.8964	14.1464	31.2543	-0.3797	0.2623	-0.252
H	3.2442	15.7811	31.2543	0.2459	-0.305	-0.2885
H	7.6353	0.5493	31.2878	-0.4554	0.2486	-0.2582
H	5.9626	2.1622	31.2878	0.2312	-0.3277	-0.2607
H	8.7003	4.872	31.3573	0.2298	-0.3261	-0.2523
H	10.3518	3.2368	31.3573	-0.3811	0.2536	-0.2582
H	5.9889	7.6105	31.3574	0.2336	-0.2736	-0.2096
H	7.621	5.9559	31.3574	-0.3396	0.2267	-0.2514
H	8.7131	10.3285	31.2817	0.1859	-0.2651	-0.2161
H	10.3455	8.6739	31.2817	-0.3361	0.2507	-0.2191
H	7.5989	11.4567	31.2612	-0.2314	0.1816	-0.2819
H	5.9559	13.1008	31.2612	0.312	-0.3685	-0.2073
H	10.3383	14.2321	31.3153	-0.2036	0.146	-0.3032
H	8.6855	15.8661	31.3153	0.4069	-0.3528	-0.2027
H	11.4148	2.1893	31.3496	0.3271	-0.3222	-0.2578
H	13.0673	0.555	31.3496	-0.3344	0.1711	-0.2673
H	14.1201	4.8832	31.3118	0.2868	-0.365	-0.2222
H	15.7629	3.239	31.3118	-0.2912	0.2431	-0.2741
H	11.4274	7.5942	31.3181	0.2376	-0.3186	-0.2252
H	13.0672	5.9469	31.3181	-0.3062	0.3195	-0.2473
H	14.1998	10.356	31.2845	0.3378	-0.1808	-0.2724
H	15.8119	8.6826	31.2845	-0.1701	0.472	-0.2381
H	13.1191	11.4472	31.3546	-0.2419	0.3343	-0.1952
H	11.4886	13.1037	31.3546	0.3034	-0.0866	-0.2454
H	15.8215	14.171	31.2891	-0.2903	0.3234	-0.2314
H	14.1701	15.8067	31.2891	0.2841	-0.2192	-0.3112
H	-0.8391	3.5075	6.0036	0.3071	-0.2563	0.2859
H	0.8006	1.8601	6.0036	-0.3215	0.2685	0.2705
H	3.5301	-0.8395	5.9788	-0.3063	0.3126	0.2736
H	1.8768	0.7939	5.9788	0.3164	-0.2567	0.2733
H	-0.8056	8.9967	6.0068	0.1737	-0.4792	0.2473
H	0.809	7.3259	6.0068	-0.3297	0.1989	0.2464
H	3.5281	4.5842	6.0017	-0.3519	0.2375	0.2361
H	1.8955	6.2387	6.0017	0.2238	-0.2935	0.2822
H	-0.7984	14.4563	5.9784	0.3606	-0.2434	0.2424
H	0.8475	12.8151	5.9784	-0.2633	0.3035	0.2723
H	1.918	11.7333	5.9687	0.2605	-0.3057	0.2668
H	3.5529	10.081	5.9687	-0.2148	0.3818	0.2227
H	4.6097	3.5091	5.992	0.2886	-0.2364	0.2977
H	6.2543	1.8666	5.992	-0.3765	0.3401	0.2107
H	8.9824	-0.7655	6.041	-0.2021	0.3096	0.2997
H	7.31	0.8477	6.041	0.4921	-0.1946	0.266
H	4.6241	9.003	5.9845	0.2797	-0.2842	0.2794
H	6.2478	7.3399	5.9845	-0.2235	0.3011	0.2052
H	7.3384	6.2337	6.0335	0.2542	-0.2414	0.271
H	8.9783	4.5866	6.0335	-0.2564	0.3577	0.2056
H	6.2491	12.8049	5.9762	-0.2416	0.2835	0.2887
H	4.5947	14.4375	5.9762	0.3267	-0.3102	0.252
H	7.3372	11.7164	5.9174	0.2837	-0.2543	0.2481
H	8.9704	10.0626	5.9174	-0.2893	0.2536	0.224
H	11.7077	1.8915	6.0811	-0.2574	0.2728	0.2953
H	10.0523	3.5229	6.0811	0.3309	-0.2522	0.2783
H	14.4586	-0.8109	6.0175	-0.3009	0.2863	0.2949
H	12.7974	0.8147	6.0175	0.3495	-0.1909	0.2417
H	11.6996	7.3215	5.9792	-0.2697	0.2885	0.2218
H	10.0543	8.9633	5.9792	0.2209	-0.3063	0.2765
H	12.7836	6.2326	6.0284	0.2711	-0.2469	0.3032
H	14.4187	4.5807	6.0284	-0.3549	0.2441	0.2536
H	10.074	14.4868	5.9699	0.3212	-0.2562	0.2134
H	11.7334	12.8593	5.9699	-0.0968	0.2989	0.2432
H	14.4974	10.063	5.9972	-0.3188	0.382	0.2157
H	12.8613	11.7138	5.9972	0.1362	-0.2376	0.2642

Results
free energy: -231034.013 eV
free energy less fixed offsets of H -15.71, O -570.45, Si -639.56 eV per atom: -3.333 eV

The program warned: the cutoff lies below the one the program advises for these potential files; the forces do not sum to zero within the program's tolerance; empty levels may hold ghost states of the PAW files; the exchange-correlation potential is rough where the density is thin.
